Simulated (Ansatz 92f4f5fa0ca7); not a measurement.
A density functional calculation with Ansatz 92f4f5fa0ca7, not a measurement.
Periodic cell of 184 atoms, Si120O64, from a study of silicon, its oxide and their interface. The atomic structure is a simulated model.
This geometry differs little from another in the collection (a relaxation step or a small displacement).

Settings
functional: r2SCAN
potential files: Ansatz PAW
basis: plane waves
wave-function cutoff: 800 eV
density cutoff ratio: 5
exchange-correlation grid ratio: 1
k mesh: 1 x 1 x 1, shifted by 0.5 0.5 0 of a step
self-consistency stop: 1e-10 eV per atom in the density residual
occupations: fixed
spin: none
net charge: 0

Cell vectors (angstrom)
a 10.887 0 0
b 0 10.887 0
c 0 0 27.4207

Atoms: element, x, y, z (angstrom)
Si -4.8418 2.8979 -0.7058
Si -2.1767 7.933 -7.7498
Si 4.2867 14.6334 0.6252
Si -1.6924 1.0336 -6.4802
Si 11.6257 -5.7929 -1.3321
Si 8.2843 7.2682 -0.1275
Si 4.8458 10.2505 1.3676
Si 3.3295 13.7369 -7.5822
Si 9.7799 4.0293 -6.0511
Si 8.0592 5.5258 2.8547
Si 0.3299 10.1557 0.1393
Si 18.4119 15.9692 -4.3918
Si 4.0722 6.0155 1.0993
Si 5.4835 8.3706 2.736
Si 11.3442 7.7381 2.8612
Si 18.9551 3.5885 -1.6968
Si 1.2938 1.1506 1.3612
Si 2.9503 0.1108 2.6925
Si -1.1125 8.7403 1.3513
Si 2.3428 6.0189 2.8126
Si 5.3653 3.0254 2.6998
Si 8.5454 -0.5338 2.7491
Si 4.2387 11.3939 -1.4456
Si 10.8602 2.6647 2.6524
Si 1.3742 4.1224 3.9643
Si 4.1997 1.4872 4.0889
Si 1.5237 9.5365 4.0177
Si 4.0312 7.0292 4.1347
Si 6.6826 4.2423 4.2043
Si 9.5488 1.2729 4.0058
Si 6.9203 9.4912 4.1892
Si 9.5988 6.7704 4.1532
Si 0.0831 -0.006 5.3692
Si 2.7556 2.7895 5.3952
Si -0.0077 5.3465 5.4722
Si 2.7284 8.2717 5.5741
Si 5.5374 0.0618 5.449
Si 8.1279 2.7058 5.3469
Si 5.3357 5.5907 5.5094
Si 8.2272 8.1148 5.5317
Si 1.3945 1.3822 6.7528
Si 4.0359 4.1357 6.8251
Si 1.3282 6.7891 6.8091
Si 4.1438 9.6022 6.8321
Si 6.8577 1.4261 6.8146
Si 9.4921 4.0175 6.8037
Si 6.7879 6.8178 6.8612
Si 9.6085 9.538 6.773
Si -0.0015 2.6841 8.1599
Si 2.7489 0.0377 8.1464
Si -0.0115 8.1566 8.1883
Si 2.6315 5.4098 8.1973
Si 5.4793 2.7972 8.152
Si 8.2503 0.0335 8.1003
Si 5.4432 8.1912 8.1964
Si 8.1217 5.4146 8.1697
Si 1.2768 4.0469 9.6031
Si 4.1394 1.3807 9.4451
Si 1.4074 9.5096 9.5056
Si 4.0331 6.7515 9.4811
Si 6.7929 4.1259 9.6172
Si 9.569 1.3311 9.548
Si 6.8516 9.6082 9.4202
Si 9.4141 6.8368 9.5169
Si 0.1065 -0.0131 10.8925
Si 2.8283 2.6662 10.8405
Si -0.2311 5.4153 10.8871
Si 2.7023 8.0708 10.8662
Si 5.4562 -0.0253 10.8013
Si 8.1237 2.6387 10.8855
Si 5.3708 5.5153 10.9733
Si 8.0687 8.2698 10.8669
Si 1.6792 1.1674 12.2366
Si 2.1837 4.899 13.3602
Si 1.2314 6.7095 12.1596
Si 4.414 9.1735 12.0701
Si 8.2927 0.1718 13.5372
Si 9.4121 3.9414 12.3322
Si 6.2386 7.4172 12.1442
Si 9.537 9.5741 12.1796
Si -3.7854 6.5343 14.1307
Si 0.7501 7.4857 19.5647
Si -1.6674 18.0204 14.9743
Si 4.0997 4.0019 12.3182
Si 5.5369 2.718 13.7978
Si 3.3147 -3.5261 21.7885
Si 4.6496 11.1634 18.4929
Si 6.7097 12.2122 12.2578
Si 7.7348 -0.1094 18.7192
Si 1.2778 0.8539 16.5966
Si -0.105 8.1135 13.4979
Si 10.3153 3.4667 18.4435
Si 3.4448 8.4152 19.5605
Si 11.5009 3.0512 13.2272
Si -4.9809 7.1332 16.0103
Si -0.6778 2.4119 14.9835
Si -10.0417 -5.26 23.0188
Si -6.7116 30.6675 24.3246
Si 8.9258 0.5492 25.967
Si -29.5147 -0.4004 13.6332
Si 22.4285 1.5908 19.3893
Si -3.1434 -1.4217 16.0904
Si 7.4595 -6.6448 14.1149
Si -12.712 4.2031 15.8586
Si -12.639 14.7735 28.9651
Si -19.8669 5.072 18.3473
Si -11.485 -2.8984 22.1508
Si -1.5022 -5.7684 26.9508
Si 12.3725 -1.6584 14.8021
Si -3.7065 13.4116 28.7298
Si -14.6193 -10.6214 28.5077
Si 2.378 18.6857 26.638
Si -3.616 -2.8256 24.3117
Si -28.6224 -20.7462 15.4193
Si -4.9164 6.4827 18.8478
Si -16.658 -6.0391 21.2002
Si -8.0335 28.399 15.8584
Si -26.1741 -15.0681 28.8778
Si -13.1843 -0.9796 23.2754
Si -8.4853 2.5445 27.2601
O 6.3985 -13.1401 -10.9294
O 13.0439 -15.3773 -4.9519
O -18.8315 12.3776 -1.3187
O -5.3426 1.48 -1.4531
O -13.2423 0.0547 -2.9232
O -9.4295 3.7487 -0.7539
O -19.1431 16.9584 -10.0844
O -5.1278 5.1455 -7.6854
O -17.9792 -0.9231 -8.2536
O -37.8487 8.3999 -2.8574
O -31.2818 -10.1643 -9.2167
O -17.2693 -4.6234 -5.752
O -46.3871 10.6768 -10.292
O -1.0113 15.1607 -7.6357
O 12.7701 -8.6449 -7.1518
O -20.389 -15.2599 26.5747
O -4.8068 -15.6629 17.2726
O 11.8957 -0.5895 15.941
O -6.772 10.4915 24.6323
O -34.5753 8.3897 16.0412
O -15.5932 4.4919 22.3559
O 19.8196 7.805 21.2762
O 29.117 -15.1873 23.6066
O -8.9615 -2.9788 15.6398
O -9.5565 5.9602 19.5923
O 10.6996 33.2938 20.4238
O -11.6803 9.2728 23.1043
O 18.8609 18.8267 25.8008
O 42.789 29.295 18.9497
O -0.468 10.8906 26.3192
O -29.0835 29.1153 27.644
O -13.9179 -32.7234 27.027
O -41.5972 8.308 18.852
O 3.7433 -2.3211 22.8004
O 35.1758 16.2723 14.8901
O -3.4719 17.9782 19.259
O -6.6718 -20.0798 19.1421
O -0.018 1.7639 16.332
O 15.2269 18.0766 15.631
O -3.3885 21.0195 14.638
O 9.0286 -28.9626 17.4354
O -28.3211 10.3033 27.1961
O -12.5749 1.2603 14.3602
O 33.2681 8.1124 21.0701
O -0.3277 17.6339 23.1325
O -13.4293 -20.6228 19.5422
O 8.6559 -5.8362 21.8899
O -6.2696 22.167 16.8391
O -1.2072 5.7502 15.7655
O 13.4573 23.3776 15.9258
O -13.7798 -17.7372 24.1642
O 36.7706 14.4601 21.0713
O -18.6706 -2.7961 25.2303
O 0.3088 15.3095 22.069
O -29.6087 4.0345 18.7771
O -12.8647 2.1711 25.891
O -10.2276 -17.4968 17.7078
O -37.3908 -10.9362 18.9257
O -13.3184 10.8573 21.9272
O -6.1716 -3.3627 18.9946
O -9.857 15.8964 24.4927
O 12.4277 9.135 27.0572
O -12.4402 2.488 21.6518
O 8.4087 -1.4159 19.3591

Results
free energy: -113247.451 eV
free energy less fixed offsets of O -570.45, Si -639.56 eV per atom: 8.549 eV

Forces (eV/angstrom), in the order of the atoms: element, x, y, z
Si -0.0046 0.0095 -0.0254
Si 0.0076 -0.0057 0.0389
Si -0.0013 -0.0151 -0.0027
Si 0.005 -0.0221 0.057
Si 0.0223 0.0064 -0.0479
Si 0.0081 0.0229 -0.0606
Si -0.0043 0.0227 -0.0422
Si -0.0043 0.0031 0.0498
Si 0.0052 0.0108 0.05
Si 0.001 -0.0051 -0.0021
Si 0.0021 0.0099 -0.0344
Si -0.018 0.0277 0.0053
Si 0.0058 0.0123 -0.0205
Si -0.0158 -0.0053 0.0031
Si -0.0044 -0.0061 0.0145
Si -0.0011 -0.0123 -0.0471
Si -0.0043 -0.0043 0.0028
Si 0.0024 -0.0035 0.0017
Si -0.0047 -0.0135 -0.0133
Si -0.0058 0.0013 0.0119
Si 0.0004 0 0.0044
Si 0.0015 0.0003 0.0024
Si 0.0015 0.0022 -0.0465
Si 0.0052 0.0012 -0.0115
Si -0.0046 0.0017 -0.0041
Si 0.003 0.0015 -0.004
Si -0.0005 0.0052 0.0019
Si 0.0036 0.0025 0.0034
Si 0.0063 -0.0042 -0.0137
Si 0.0007 -0.0007 -0.004
Si 0.0013 -0.0059 0.0045
Si -0.0047 -0.0026 0.0003
Si -0.0004 -0.0041 -0.0055
Si -0.0003 -0.0026 0.0003
Si 0.0029 0.0038 -0.0021
Si -0.0007 -0.0033 -0.0076
Si -0.0024 -0.0037 -0.0016
Si -0.0042 0.0043 -0.0035
Si -0.0025 0.002 -0.0028
Si -0.0017 0.0058 -0.006
Si -0.0006 0.0005 -0.0025
Si 0.0023 -0.0015 -0.0014
Si 0.0008 0.0019 -0.0011
Si 0.0022 -0.001 -0.0058
Si 0.001 -0.0005 0.0015
Si -0.0017 -0.0006 -0.0052
Si 0.0003 0.0005 -0.0032
Si 0.0017 0.0002 -0.0019
Si 0.001 -0.0023 -0.0038
Si 0.0004 -0.004 -0.0029
Si 0.0015 0.0005 -0.0034
Si 0.0061 0.0079 -0.0083
Si -0.002 -0.003 -0.0014
Si -0.0024 -0.0036 -0.0038
Si 0.0028 -0.002 -0.0034
Si -0.0023 -0.0007 -0.0012
Si -0.0024 -0.0056 -0.0043
Si -0.002 0.0012 -0.003
Si 0.0037 0.0026 -0.0035
Si -0.0081 -0.0026 -0.0051
Si 0.0049 0.0068 -0.0034
Si 0.0029 0.0012 -0.0032
Si 0.0044 0.0074 -0.0013
Si -0.0086 -0.0106 -0.0036
Si -0.0037 -0.0039 -0.0019
Si 0.0069 -0.0083 -0.0001
Si -0.0031 0.0188 -0.0076
Si 0.0036 0.0029 0.0009
Si 0.0031 0.0044 0.0036
Si -0.0002 0.001 -0.0051
Si 0.0067 0.0044 0.0021
Si 0.0005 0.0027 0.0068
Si -0.0032 -0.0019 0.0116
Si -0.0046 0.0027 -0.024
Si 0.0005 -0.0048 -0.0019
Si 0.0017 0 0.0082
Si 0.0005 -0.0012 -0.0173
Si -0.0143 -0.0225 0.005
Si -0.0049 0.0036 0.0061
Si -0.0054 0.0082 -0.0007
Si -0.0188 0.0172 0.0112
Si -0.0057 0.0063 0.0373
Si -0.0003 0.0046 0.0151
Si -0.0035 0.0071 0.0085
Si -0.0051 -0.0055 -0.0063
Si 0.0015 0.0109 0.0155
Si -0.0073 -0.0008 -0.0073
Si 0.0039 -0.0195 -0.0072
Si 0.0032 -0.0002 0.0448
Si -0.0312 0.0112 -0.0035
Si 0.0018 -0.0017 0.0051
Si -0.0108 0.0081 0.0339
Si -0.0069 0.0024 0.0129
Si -0.0075 -0.0033 0.0195
Si -0.006 0.006 -0.0075
Si 0.0029 -0.0021 -0.0138
Si 0 0.0264 0.0102
Si 0.0179 -0.0021 -0.0071
Si -0.0072 0.0113 -0.0535
Si 0.003 -0.0053 -0.0172
Si -0.0008 0.0044 0.0283
Si 0.0069 -0.0046 -0.0063
Si 0.0185 0.0145 -0.0197
Si 0.0281 -0.0027 0.0261
Si -0.0091 0.0079 0.0066
Si -0.0037 0.0077 0.041
Si -0.0019 0.0147 0.045
Si -0.0079 0.0023 0.0176
Si -0.0067 0.0141 0.0029
Si 0.0058 -0.0005 -0.0001
Si 0.0117 0.0011 -0.0399
Si 0.0127 -0.0017 -0.0637
Si -0.0235 0.0164 -0.0274
Si 0.0089 0.0087 0.0174
Si -0.002 0.0083 0.0311
Si 0.0059 0.0185 0.0568
Si -0.0051 0.0082 -0.0129
Si 0.0051 -0.0025 -0.0011
Si 0.0009 -0.0174 -0.0019
Si 0.008 0.0014 -0.0139
O 0.0091 -0.0003 -0.0197
O -0.0032 -0.0122 -0.0097
O -0.0092 0.0108 0.0293
O 0.0021 0.0072 0.0188
O 0.004 0.014 0.0303
O -0.0031 -0.0048 0.0046
O 0.0052 0.0024 -0.0137
O 0.0026 0.0015 -0.0307
O 0.0002 -0.0042 -0.002
O 0.0028 -0.0059 0.0002
O 0.0061 0.0036 0.0035
O 0 -0.0069 -0.0138
O -0.001 -0.0016 -0.0108
O 0.0058 -0.0068 -0.0196
O 0.0054 0.0018 -0.0098
O 0.004 0.0076 -0.0058
O -0.0021 -0.0028 -0.0231
O 0.0041 0.0069 -0.0053
O -0.0021 0.0073 0.0134
O -0.0012 -0.0044 -0.0033
O 0 -0.0068 -0.0177
O -0.013 -0.0105 -0.0299
O 0.0073 -0.0256 -0.0056
O 0.0151 -0.0254 0.0023
O 0.0093 -0.0105 -0.0162
O -0.0047 0.0019 -0.0105
O 0.0005 -0.0034 -0.0074
O 0.0295 -0.0311 0.1047
O 0 0.0003 -0.0233
O 0.0189 -0.0171 0.0346
O 0.0145 -0.0191 0.0516
O -0.0069 -0.0039 0.0433
O -0.0071 0.0097 -0.0043
O -0.0085 -0.022 -0.0234
O 0.012 0.0314 0.0319
O -0.0098 -0.0011 -0.0126
O 0.0072 -0.008 -0.0108
O 0.0122 -0.0493 -0.0058
O -0.0013 -0.0166 -0.0004
O -0.0065 -0.0123 0.0139
O 0.0071 0.0013 -0.0119
O 0.0138 -0.0132 0.0658
O 0.0105 0.0209 0.0155
O 0.0116 -0.0098 -0.0298
O 0.0015 -0.009 -0.009
O -0.0088 -0.0034 -0.0269
O 0.0041 -0.0091 -0.0011
O 0.0101 0.0015 -0.0153
O -0.0135 0.0052 0.0005
O 0.0024 0.0052 -0.0029
O 0.0026 -0.0063 0.0425
O -0.0115 -0.0113 -0.0287
O -0.0173 -0.0125 0.024
O -0.0066 -0.0068 -0.0135
O -0.0026 0.0095 -0.0106
O 0.0053 0.0334 0.0123
O -0.0031 0.011 -0.0169
O -0.0111 0.0026 -0.0132
O 0.0132 0.0154 -0.0105
O 0.022 -0.003 -0.0013
O -0.0145 -0.0021 0.0135
O -0.0198 0.0142 0.0288
O -0.0041 0.004 -0.009
O -0.0079 0.0116 -0.0027

The program warned: the cutoff lies below the one the program advises for these potential files; the forces do not sum to zero within the program's tolerance; empty levels may hold ghost states of the PAW files; the exchange-correlation potential is rough where the density is thin.
